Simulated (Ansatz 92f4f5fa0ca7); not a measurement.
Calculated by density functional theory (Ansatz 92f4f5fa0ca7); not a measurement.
Periodic cell of 225 atoms, Si132O91As2, from a study of silicon, its oxide and their interface. The atomic structure is a simulated model.
Doubt: the cutoff is far below the 930 eV that the study's wrapper takes by default for these files, so forces and energies are approximate.

Settings
functional: PBE
potential files: Ansatz PAW
basis: plane waves
wave-function cutoff: 580 eV
density cutoff ratio: 5
exchange-correlation grid ratio: 1
k mesh: 1 x 1 x 1, Gamma-centred
self-consistency stop: 5e-08 eV per atom in the density residual
occupations: fixed
spin: none
net charge: 0

Cell vectors (angstrom)
a 10.938 0 0
b 0 10.938 0
c 0 0 31.9494

Atoms and the computed forces on them: element, x, y, z (angstrom), force x, y, z (eV/angstrom)
Si 10.5317 0.1716 24.6114 -0.0465 0.0642 -0.2219
Si 5.0515 0.1927 24.7081 -0.0259 -0.0244 -0.0242
Si 2.7969 2.3811 24.518 -0.0033 -0.0407 -0.0536
Si 8.4724 2.5498 24.6207 0.0833 -0.0098 -0.1362
Si 10.7177 5.6667 24.3371 -0.0302 -0.016 0.0855
Si 5.1062 5.6457 24.4631 0.0053 0.0349 0.0142
Si 2.949 7.9923 24.4917 0.0063 0.0363 0.0419
Si 8.3879 7.8775 24.4195 0.0178 -0.0195 -0.049
Si 1.2628 1.2653 25.8854 0.1026 -0.0284 0.1154
Si 6.77 1.3932 25.7997 -0.0009 -0.0067 -0.0122
Si 3.9537 4.0591 25.77 0.0169 -0.0034 -0.0182
Si 9.6683 4.1023 25.8589 0.0322 0.0594 -0.0566
Si 1.3059 6.8342 25.7347 0.029 0.06 -0.0137
Si 6.7833 6.7569 25.7446 -0.031 -0.0216 0.0299
Si 3.9862 9.5249 25.9909 -0.0266 -0.0128 0.0372
Si 9.4103 9.4952 25.8478 0.0791 -0.0345 0.0413
Si 2.6098 -0.0656 27.3074 -0.0656 -0.018 -0.026
Si 8.0975 -0.0195 27.1879 -0.1202 -0.0264 0.0492
Si 0.0499 2.7484 27.2456 -0.0201 0.0228 0.0599
Si 5.4198 2.7756 27.1526 -0.0054 0.04 0.0133
Si 2.6438 5.4571 27.1473 -0.0467 -0.0638 0.0195
Si 8.1771 5.4261 27.1471 -0.0508 0.0039 -0.0208
Si -0.0249 8.209 27.1593 -0.0443 0.0005 -0.0467
Si 5.4976 8.1773 27.1924 0.0074 0.0097 -0.022
Si 4.0762 1.3686 28.5195 -0.0671 -0.056 0.0466
Si 9.5298 1.3595 28.5087 0.041 0.0463 0.0559
Si 1.3844 4.1111 28.6129 -0.1332 0.0329 -0.1102
Si 6.8064 4.099 28.542 -0.0062 0.0072 -0.0189
Si 4.0747 6.8045 28.4942 0.0227 0.0812 0.0686
Si 9.5446 6.8209 28.4957 -0.0637 0.0098 0.081
Si 1.2746 9.5134 28.6448 0.0877 0.1251 -0.177
Si 6.8066 9.5554 28.5955 -0.0344 0.0361 -0.0816
Si -0.0477 0.0154 29.9216 -0.0216 0.0721 0.0311
Si 5.4435 0.0122 29.9072 -0.0065 0.0131 0.0254
Si 2.7506 2.7355 29.9204 0.0141 -0.1043 0.0245
Si 8.1843 2.7354 29.8915 0.0293 -0.014 0.0313
Si -0.0275 5.4817 29.9051 0.0693 0.0227 0.0199
Si 5.4491 5.4746 29.8972 0.0187 0.007 -0.0032
Si 2.7336 8.1834 29.9062 0.0968 -0.0788 0.0284
Si 8.2095 8.1971 29.9028 0.0581 -0.0458 0.0055
Si 1.3673 1.3673 31.2657 0.034 0.087 -0.0067
Si 6.8362 1.3673 31.2657 0.0079 0.0419 0.0082
Si 4.1018 4.1018 31.2657 0.0847 -0.0024 0.1577
Si 9.5708 4.1018 31.2657 -0.1591 -0.0843 -0.0269
Si 1.3673 6.8362 31.2657 -0.0341 -0.06 0.078
Si 6.8362 6.8362 31.2657 0.0041 0.0357 -0.0484
Si 4.1018 9.5708 31.2657 -0.1154 -0.0138 0.0228
Si 9.5708 9.5708 31.2657 -0.2206 -0.082 0.2045
Si 2.7345 0 0.6835 0.0451 0.0308 -0.0428
Si 8.2035 0 0.6835 0.0178 0.0235 -0.195
Si 0 2.7345 0.6835 0.1094 0.0717 -0.0207
Si 5.469 2.7345 0.6835 0.0454 0.0794 0.0661
Si 2.7345 5.469 0.6835 -0.024 -0.0519 -0.1413
Si 8.2035 5.469 0.6835 0.0297 0.0786 -0.0699
Si 0 8.2035 0.6835 0.1056 0.0886 0.0953
Si 5.469 8.2035 0.6835 0.1164 0.1102 0.0262
Si 4.1084 1.3678 2.0565 -0.017 0.0156 -0.0006
Si 9.6019 1.3404 2.0324 0.0613 -0.0361 -0.0314
Si 1.3619 4.1305 2.048 -0.0713 0.0251 -0.0068
Si 6.8375 4.1277 2.0394 -0.0881 0.0384 -0.0677
Si 4.0988 6.836 2.0326 -0.0071 0.0373 -0.0252
Si 9.5812 6.8316 2.0586 0.0135 0.0077 -0.0071
Si 1.3704 9.5984 2.0479 -0.0904 0.0057 -0.0462
Si 6.8393 9.6088 2.0403 -0.1042 0.0082 -0.0103
Si 0.0407 0.0249 3.4619 0.0009 -0.0156 -0.0842
Si 5.4961 0.0277 3.4466 0.0226 0.0254 -0.072
Si 2.7232 2.7603 3.3811 0.118 -0.0336 0.0291
Si 8.2691 2.7691 3.305 -0.0664 -0.0384 0.187
Si 0.0427 5.5098 3.4672 -0.0337 -0.032 -0.113
Si 5.4823 5.5194 3.4119 0.0582 -0.0489 -0.0105
Si 2.7497 8.2342 3.3651 0.0421 -0.0207 0.0588
Si 8.2547 8.2872 3.3646 -0.027 -0.1439 0.0662
Si 1.4023 1.4285 4.8135 0.059 0.0042 0.0257
Si 6.9342 1.4591 4.7066 0.0643 0.0608 -0.0381
Si 4.0871 4.1328 4.73 0.0061 -0.0487 -0.0301
Si 9.6196 4.0536 4.7448 0.0129 -0.0205 -0.0259
Si 1.3939 6.9623 4.8032 0.0903 0.0261 -0.0271
Si 6.8578 6.9719 4.7074 0.0444 0.0562 -0.0298
Si 4.1177 9.5496 4.7613 0.0006 -0.0554 -0.0018
Si 9.6428 9.5601 4.8138 0.0174 0.012 0.0273
Si 2.7974 0.0094 6.1016 -0.0464 -0.0028 -0.0056
Si 8.3298 0.1069 6.0624 -0.0089 -0.0031 -0.0153
Si 0.0555 2.7754 6.2512 -0.0141 -0.0156 -0.0216
Si 5.5492 2.8258 6.0476 -0.012 0.0136 0.0051
Si 2.7959 5.5857 6.0798 -0.0235 -0.0271 0.0097
Si 8.2836 5.5717 5.9102 -0.0166 0.0238 -0.0189
Si 0.099 8.2929 6.3186 -0.0238 0.0048 -0.0013
Si 5.5258 8.2889 6.1992 -0.001 -0.0234 0.0009
Si 4.4624 1.1532 7.2792 0.0238 0.0072 0.0818
Si 9.8799 1.1224 7.563 0.0112 -0.0015 0.0909
Si 1.2221 4.4814 7.4163 0.0117 0.0418 0.1367
Si 6.6922 4.5229 7.2251 0.0139 -0.0046 0.0268
Si 4.3594 6.6729 7.4993 0.009 0.0164 0.0492
Si 9.7979 6.5849 7.4035 0.0016 -0.0208 0.1428
Si 1.3335 9.9037 7.6672 0.0131 0.0281 0.0908
Si 6.7582 9.9509 7.3768 0.0088 -0.0024 0.1007
O 9.4862 1.3521 24.0449 0.0733 -0.0712 0.171
O 4.0559 6.8508 23.988 0.0424 -0.0436 -0.0279
O 3.9642 1.281 24.0734 0.0291 0.0293 -0.0219
O 9.535 6.7703 23.9121 0.0145 0.0295 -0.0266
O 0.0157 5.5068 7.9497 0.0086 0.0245 -0.098
O 5.6131 0.1127 7.8869 -0.0138 -0.0022 -0.0624
O 0.1283 0.0568 8.1018 -0.0204 0.0131 -0.04
O 5.5887 5.6037 7.8426 -0.0385 0.0078 -0.0127
O 7.663 3.9482 8.4101 -0.0246 0.0195 -0.0639
O 8.8283 7.0318 8.6714 -0.023 0.0184 -0.031
O 2.2074 9.4023 9.0206 -0.0251 0.0141 -0.087
O 9.0001 1.6667 8.8728 -0.0213 -0.004 -0.0047
O 7.6666 9.4529 8.6682 -0.0102 0.0096 -0.0588
O 3.6052 1.7721 8.5328 0.0073 -0.0126 -0.0309
O 3.5828 7.1509 8.8985 0.0023 -0.0066 -0.0193
O 2.1126 4.0023 8.7269 0.0263 -0.0159 -0.0349
O 8.0185 3.5683 23.3937 0.0039 -0.0078 0.071
O 0.5325 5.0768 22.958 -0.0237 0.0315 0.0129
O 1.9937 2.873 23.1622 -0.0193 0.0192 0.0385
O 5.6864 4.8982 23.1046 -0.0378 0.0336 0.0173
O 5.5427 10.077 23.5541 -0.0098 -0.0145 -0.0215
O 2.3493 8.7337 23.1419 -0.0319 0.0379 -0.0806
O 0.1864 10.2891 23.3206 0.1031 -0.1507 -0.1914
O 7.7265 8.5644 23.0624 -0.0009 0.0007 0.0037
Si 8.4519 7.8251 18.5347 -0.0465 -0.0318 -0.0681
Si 8.8973 6.3336 13.6621 -0.0161 -0.0064 -0.087
Si 3.8298 1.253 14.5104 -0.0361 -0.015 -0.0529
As 2.5791 5.5827 17.5445 0.0999 -0.2614 -0.2632
Si 2.4571 3.079 19.5017 0.114 0.0312 0.0265
Si 9.8793 8.9883 12.0417 -0.0007 -0.0129 0.0375
Si 1.2207 9.559 22.3008 0.0517 0.0083 0.0278
Si 9.1656 0.8941 13.215 -0.0051 0.0233 -0.0457
Si 1.4212 4.9469 13.044 0.0196 -0.0279 -0.0021
Si 1.8186 8.1553 12.7729 -0.0447 -0.0009 -0.0212
Si 6.5993 9.5719 22.4432 0.026 0.0747 0.0592
Si 4.7687 4.2532 15.3445 -0.0157 -0.0887 -0.0772
Si 8.2572 2.9649 9.5404 -0.0127 -0.0049 0.0569
As 0.6657 8.2425 19.4734 -0.2034 0.4989 0.1669
Si 6.9507 1.3467 21.1036 -0.0083 -0.025 -0.0105
Si 8.2949 8.2659 9.5918 -0.0259 -0.0337 0.0259
Si 10.9543 5.197 15.687 -0.0567 -0.1218 -0.1944
Si 7.4904 9.4635 16.3149 -0.0079 -0.0016 -0.0923
Si 9.9172 2.1621 20.412 -0.0006 -0.1032 0.0412
Si 3.2496 8.4415 9.8781 0.0504 -0.0082 0.0526
Si 6.7375 3.3269 17.3713 0.013 -0.0267 -0.0502
Si 1.1094 0.2621 20.0056 -0.035 -0.0846 0.1443
Si 3.2632 2.7402 12.2239 -0.0379 -0.0067 -0.0008
Si 7.0865 5.4615 19.6904 0.0939 -0.0496 0.0156
Si 5.828 8.5082 11.4035 0.0282 0.0191 0.0497
Si 5.9719 5.9329 12.9879 0.0504 0.0401 -0.0528
Si 4.5335 9.7126 17.6276 0.0371 0.0627 -0.1053
Si 1.0622 3.7448 22.1433 -0.0637 -0.1138 0.0635
Si 4.9142 1.4764 18.8291 0.044 -0.0033 -0.0381
Si 3.2285 3.0608 9.432 -0.0119 0.0134 0.04
Si 6.5085 10.5985 13.6839 -0.0048 0.0056 -0.0446
Si 10.2912 0.0808 16.0185 -0.0225 -0.0096 -0.0388
Si 5.7304 3.5602 11.0216 0.0501 0.0123 0.0066
Si 9.8574 3.8194 11.9298 0.0597 -0.0249 0.0028
Si 2.2578 9.8222 15.5313 0.0306 0.0967 -0.1132
Si 5.8716 8.1664 19.8706 0.0386 0.051 -0.049
Si 6.807 3.9654 22.3793 0.0353 -0.0665 0.0147
Si 9.8058 2.7556 17.436 -0.0158 -0.0271 -0.0723
O 7.2845 6.36 13.8672 -0.0015 -0.0124 0.0157
O 10.2958 4.0378 16.5912 0.0044 -0.0135 0.0344
O 6.0482 9.9115 16.9896 -0.0522 0.0139 0.0519
O 10.1046 0.685 14.5191 0.0075 0.0024 0.0438
O 8.3593 6.252 19.0067 -0.0315 -0.0261 0.0353
O 5.1129 0.2931 14.2219 -0.0172 -0.0322 0.011
O 5.6845 2.1067 17.5504 -0.0143 -0.0159 0.0231
O 8.3244 2.0501 20.6316 -0.0112 0.0317 0.0004
O 2.1272 3.9119 18.1334 -0.0162 0.2462 -0.0137
O 6.9714 2.6169 10.5048 -0.022 -0.0013 -0.0011
O 4.9018 2.696 12.1265 0.0259 -0.0254 -0.0098
O 6.2307 4.1906 16.0885 -0.0318 0.0266 0.02
O 4.6186 3.8672 9.8295 0.0158 0.0061 -0.0137
O 10.6623 2.9549 21.6316 0.0335 -0.007 -0.0335
O 9.7899 6.177 15.0398 0.0446 -0.0105 0.053
O 5.8528 6.5267 19.8794 -0.0392 -0.0211 -0.0224
O 4.0573 0.2125 18.2572 -0.0259 -0.0326 0.0215
O 9.3275 10.4991 12.288 -0.0031 -0.0185 -0.0073
O 2.8467 4.225 12.7687 0.025 -0.0058 0.0263
O 1.9068 10.734 21.3724 -0.0455 0.0342 0.0016
O 4.0396 2.6506 19.5609 -0.0889 0.0444 -0.0112
O 0.6588 9.9818 15.9751 -0.0163 -0.0282 0.0294
O 1.1622 9.9229 18.9793 0.0144 -0.2494 -0.0554
O 1.7136 1.6377 19.4163 -0.0072 -0.0092 -0.0282
O 8.8513 10.3771 16.5118 0.0162 0.0073 0.0103
O 4.6859 8.6271 18.8473 -0.0457 -0.0711 0.0503
O 9.5956 8.7318 10.456 0.0037 -0.009 -0.02
O 6.6633 4.2503 18.7082 -0.0067 0.0231 0.0252
O 2.8838 1.5108 13.1967 0.0238 -0.0143 -0.0043
O 5.6674 8.7934 21.3526 -0.0128 -0.0254 -0.0141
O 2.5596 2.4648 10.7899 0.0034 -0.0078 -0.0086
O 7.4493 4.8277 21.1466 -0.015 -0.0059 -0.008
O 5.2833 7.3082 12.3927 -0.0055 -0.0175 -0.0075
O 0.5117 9.0274 12.3902 0.037 -0.0162 0.0029
O 7.5593 0.9192 13.5541 0.0084 -0.02 0.0095
O 7.1325 9.4762 14.7177 0.0226 -0.0095 0.0229
O 9.1018 4.9742 12.7824 -0.0157 0.0314 0.0242
O 7.9572 8.0185 16.9651 0.0245 -0.0241 0.0563
O 6.1494 2.5236 21.9302 -0.0247 0.0272 0.0062
O 2.4066 8.9153 14.1337 0.0042 -0.0073 0.0319
O 0.4648 4.3304 11.8727 0.0129 -0.0084 0.0108
O 0.4133 8.5479 21.2708 -0.0235 -0.0853 -0.2397
O 9.3572 3.8025 10.389 -0.0247 -0.0284 -0.0309
O 9.6192 2.3134 12.5417 -0.0113 -0.0095 0.0068
O 7.3608 8.677 19.4131 -0.0408 -0.0035 0.0422
O 2.6439 8.0975 11.3588 0.0132 0.0099 -0.0341
O 4.2746 2.7143 15.0698 0.0244 0.0421 0.0143
O 0.8318 4.4563 14.4813 -0.0337 0.0162 0.0375
O 10.109 3.004 19.0214 0.0195 0.0419 0.0115
O 9.2665 7.7553 12.934 -0.0074 -0.0207 0.0048
O 10.483 0.6292 20.3324 -0.006 0.0303 -0.0163
O 6.2854 4.9385 11.7055 -0.0499 -0.0112 0.0122
O 8.199 2.6633 17.1515 0.0084 0.0049 0.0285
O 3.6108 5.0159 16.1932 -0.1588 0.2006 0.2293
O 4.7277 9.0415 10.2984 -0.0098 0.0001 -0.0128
O 1.5162 6.5763 13.0947 0.0143 -0.0023 0.0256
O 4.9884 5.1668 14.0192 -0.0194 0.0131 0.0273
O 2.0012 3.9886 20.8042 -0.0202 0.0163 0.0178
O 10.5489 1.3625 17.0032 0.0174 0.0318 0.0469
O 1.0771 6.0436 16.6155 0.1188 0.0401 0.1908
O 7.3392 10.9264 21.909 -0.0089 -0.0136 -0.0131
O 6.0039 0.8789 19.8764 0.0169 -0.0001 0.0155
O 6.2713 9.8179 12.272 -0.0147 0.0007 -0.0222
O 2.8096 0.4235 15.4584 -0.0025 -0.0096 0.016
O 7.1065 7.8337 10.6244 -0.0383 0.0036 -0.0058
O 9.9259 8.4226 18.8296 0.221 -0.054 0.0667
O 3.3303 9.1604 16.6271 -0.0155 -0.0855 0.0848

Results
free energy: -145375.597 eV
free energy less fixed offsets of As -4856.12, O -568.88, Si -635.61 eV per atom: 5.243 eV

The program warned: the cutoff lies below the one the program advises for these potential files; the exchange-correlation potential is rough where the density is thin.
